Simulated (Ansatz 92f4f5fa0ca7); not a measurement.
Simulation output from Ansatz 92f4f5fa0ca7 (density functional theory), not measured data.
Periodic cell of 220 atoms, Si132O88, from a study of silicon, its oxide and their interface. The atomic structure is a simulated model.
Doubt: the cutoff is far below the 930 eV that the study's wrapper takes by default for these files, so forces and energies are approximate.

Settings: functional PBE; potential files Ansatz PAW; basis plane waves; wave-function cutoff 580 eV; density cutoff ratio 5; exchange-correlation grid ratio 1; k mesh 1 x 1 x 1, Gamma-centred; self-consistency stop 5e-08 eV per atom in the density residual; occupations fixed; spin none; net charge 0.

Cell vectors (angstrom)
a  10.938  0  0
b  0  10.938  0
c  0  0  32.0593

Atoms: element, x, y, z (angstrom)
Si  -0.1134  0.2176  24.6909
Si  5.8427  -0.3011  24.319
Si  2.4979  2.9643  24.7796
Si  8.556  2.4193  24.5424
Si  0.3709  5.2323  24.6237
Si  5.1555  5.9641  24.3385
Si  2.7569  8.0763  24.5323
Si  8.1092  8.4398  24.6426
Si  1.3535  1.4124  26.0797
Si  6.8502  1.3379  25.7812
Si  4.1941  4.2054  25.8189
Si  9.5958  4.1063  25.8605
Si  1.4035  6.8327  25.9975
Si  6.8101  6.8871  25.8469
Si  4.1051  9.6413  25.7342
Si  9.6336  9.5865  25.9936
Si  2.7767  -0.0024  27.2571
Si  8.1868  0.0197  27.2709
Si  -0.0422  2.7782  27.3338
Si  5.4938  2.7475  27.194
Si  2.7926  5.4532  27.2873
Si  8.1755  5.4709  27.2081
Si  0.0122  8.1828  27.3108
Si  5.4331  8.2439  27.233
Si  4.1018  1.3673  28.641
Si  9.5708  1.3673  28.641
Si  1.3673  4.1018  28.641
Si  6.8362  4.1018  28.641
Si  4.1018  6.8362  28.641
Si  9.5708  6.8362  28.641
Si  1.3673  9.5708  28.641
Si  6.8362  9.5708  28.641
Si  0  0  30.0083
Si  5.469  0  30.0083
Si  2.7345  2.7345  30.0083
Si  8.2035  2.7345  30.0083
Si  0  5.469  30.0083
Si  5.469  5.469  30.0083
Si  2.7345  8.2035  30.0083
Si  8.2035  8.2035  30.0083
Si  1.3673  1.3673  31.3755
Si  6.8362  1.3673  31.3755
Si  4.1018  4.1018  31.3755
Si  9.5708  4.1018  31.3755
Si  1.3673  6.8362  31.3755
Si  6.8362  6.8362  31.3755
Si  4.1018  9.5708  31.3755
Si  9.5708  9.5708  31.3755
Si  2.7345  0  0.6835
Si  8.2035  0  0.6835
Si  0  2.7345  0.6835
Si  5.469  2.7345  0.6835
Si  2.7345  5.469  0.6835
Si  8.2035  5.469  0.6835
Si  0  8.2035  0.6835
Si  5.469  8.2035  0.6835
Si  4.1018  1.3673  2.0507
Si  9.5708  1.3673  2.0507
Si  1.3673  4.1018  2.0507
Si  6.8362  4.1018  2.0507
Si  4.1018  6.8362  2.0507
Si  9.5708  6.8362  2.0507
Si  1.3673  9.5708  2.0507
Si  6.8362  9.5708  2.0507
Si  0  0  3.418
Si  5.469  0  3.418
Si  2.7345  2.7345  3.418
Si  8.2035  2.7345  3.418
Si  0  5.469  3.418
Si  5.469  5.469  3.418
Si  2.7345  8.2035  3.418
Si  8.2035  8.2035  3.418
Si  1.3689  1.3412  4.7641
Si  6.9393  1.2728  4.7977
Si  4.0874  4.1419  4.7957
Si  9.4674  4.1434  4.7839
Si  1.3475  6.8924  4.8306
Si  6.8053  6.8366  4.766
Si  4.1615  9.4629  4.8573
Si  9.5448  9.5828  4.8421
Si  2.7941  -0.0284  6.1076
Si  8.1847  -0.0881  6.3856
Si  -0.1836  2.641  6.0146
Si  5.6156  2.7413  5.9865
Si  2.6797  5.5008  6.2142
Si  8.1  5.5274  6.175
Si  -0.0201  8.2464  6.2295
Si  5.463  7.9682  6.3314
Si  3.9475  1.7301  7.2442
Si  9.8582  1.1732  7.6592
Si  1.4277  3.7234  7.2432
Si  6.5616  4.2408  7.5438
Si  4.2421  6.2651  7.8497
Si  9.3462  7.0211  7.5209
Si  1.1892  9.901  7.491
Si  7.0593  9.1152  7.7025
O  1.4244  4.0494  24.0765
O  5.471  11.0231  22.745
O  2.7218  2.7692  6.9535
O  8.252  8.0614  8.234
O  5.1251  4.7905  8.4367
O  0.1844  0.167  8.0486
O  3.8783  6.9625  24.0728
O  9.6834  1.2729  24.1546
O  2.1729  9.3472  8.6804
O  1.0568  3.4614  8.8449
O  9.4808  1.942  9.0777
O  6.2846  9.5558  9.0989
O  4.2907  2.0711  8.8501
O  3.5216  7.0864  9.1141
O  7.428  3.48  8.727
O  10.0608  6.0976  8.7053
O  3.1217  2.007  23.5527
O  4.5326  1.916  21.1775
O  8.0986  2.8304  23.0019
O  10.8884  6.0351  23.2364
O  7.0364  9.528  24.026
O  1.9845  8.4762  23.1179
O  5.7163  5.8573  22.7583
O  0.5848  10.6789  23.2854
Si  2.8625  8.4185  9.8227
Si  -1.1376  3.4498  19.3022
Si  3.0643  10.5021  19.8704
Si  1.8589  2.4494  19.627
Si  6.6025  2.2804  14.4744
Si  9.7347  -1.531  13.5801
Si  2.152  19.0404  15.5678
Si  9.3462  3.6818  14.1651
Si  5.6407  9.6575  10.5925
Si  -4.0789  10.9442  16.7031
Si  1.6157  3.9283  10.2948
Si  2.6986  12.2293  15.169
Si  11.3027  10.5121  15.72
Si  0.0511  -2.6042  11.0432
Si  4.5241  3.5486  9.573
Si  -3.1642  12.0571  19.2474
Si  1.8513  -5.6504  14.9747
Si  4.3145  3.7073  16.1146
Si  3.8318  4.9142  18.82
Si  5.32  4.8138  21.5648
Si  13.1353  7.6586  18.5697
Si  8.4914  2.9836  9.8639
Si  -2.7596  4.01  21.8935
Si  10.5708  -2.9686  20.1484
Si  8.876  6.6518  14.4838
Si  3.3789  2.6223  22.0758
Si  1.2554  9.6471  22.2399
Si  4.6433  9.728  15.1935
Si  -1.5922  -1.0828  18.0416
Si  5.4612  11.5231  21.2017
Si  9.502  6.5696  22.5617
Si  10.1907  5.6435  10.2674
Si  -4.0448  8.6392  13.1897
Si  1.1401  3.0007  13.0753
Si  -0.854  4.9511  16.598
Si  6.2012  1.792  11.5011
O  -5.4338  10.0788  16.527
O  4.7259  4.3216  17.576
O  3.1911  4.2817  10.1554
O  5.3741  3.0779  10.8885
O  1.3234  0.8623  15.9406
O  2.6872  14.6825  19.0352
O  -0.4531  2.7947  13.3975
O  -0.4034  9.0539  9.6718
O  2.3763  10.4094  21.3446
O  0.7812  5.2638  10.6671
O  9.8809  -3.0115  14.2802
O  3.4515  2.3165  16.1875
O  1.299  -1.5739  15.0479
O  -2.5334  5.3914  22.7154
O  -1.2875  8.498  18.8963
O  1.6183  7.797  17.0662
O  8.1038  -1.0596  16.9522
O  11.0444  9.1261  21.2003
O  1.9741  2.5778  21.2533
O  1.652  8.0406  10.8823
O  4.7807  5.2559  20.0969
O  -1.2359  6.8867  20.9769
O  -1.8205  6.2074  16.0787
O  -2.764  9.6602  13.1913
O  -0.2453  -0.7426  17.1932
O  6.3845  8.5974  11.6266
O  4.0523  9.2457  10.5697
O  1.9018  6.8556  14.5701
O  13.1236  12.9079  13.7777
O  5.6566  9.2997  14.0053
O  0.9799  7.2486  19.5677
O  5.7811  11.2324  11.0099
O  -1.3471  3.6154  15.7866
O  10.0095  7.0126  11.1852
O  3.3423  4.8263  15.4359
O  1.3802  2.8316  11.4722
O  7.4083  7.2159  13.907
O  8.9412  7.8847  23.3317
O  0.2738  2.6056  19.2408
O  -3.9717  11.8828  20.6582
O  3.7131  11.0103  14.7862
O  5.6667  3.3663  15.2674
O  -1.5027  3.9235  20.8274
O  -4.2362  4.0121  21.1901
O  4.6907  -0.4099  20.1374
O  3.2161  6.3946  18.5156
O  4.0211  4.1036  22.2816
O  6.6965  0.9028  18.0487
O  2.7926  9.135  19.0003
O  -0.2549  9.3854  12.2443
O  5.8887  1.7635  13.1064
O  -1.02  4.6772  18.2055
O  -1.961  10.951  19.1956
O  11.673  5.1125  16.1755
O  7.0262  1.0143  15.4248
O  -7.2048  8.447  15.5741
O  -3.0307  3.033  13.901
O  13.3951  11.8978  19.1724
O  8.5004  2.5366  18.9317
O  1.4744  4.5073  13.6032
O  9.2272  4.3277  10.5039
O  7.7501  2.1316  11.055
O  10.1286  -0.2966  14.585
O  9.2977  5.2682  13.6789

Results
free energy: -133956.647 eV
free energy less fixed offsets of O -568.88, Si -635.61 eV per atom: 5.313 eV

Forces (eV/angstrom), in the order of the atoms: element, x, y, z
Si  -0.0201  0.1791  -0.2324
Si  0.0209  -0.0169  -0.2187
Si  -0.0121  -0.0854  -0.221
Si  0.1597  -0.1302  -0.4439
Si  0.0666  -0.131  -0.2994
Si  0.1037  -0.0357  -0.0335
Si  0.114  -0.1521  -0.0664
Si  0.1215  0.0559  -0.0256
Si  -0.0055  0.0022  -0.2012
Si  -0.003  0.0529  -0.0764
Si  -0.0241  0.1146  -0.2882
Si  0.0115  0.0355  -0.2387
Si  -0.002  -0.0111  -0.1361
Si  -0.1198  -0.0394  -0.2939
Si  0.058  -0.0385  -0.1439
Si  -0.0932  0.064  -0.1849
Si  0.0103  -0.0875  0.0643
Si  0.0789  -0.0405  0.0667
Si  -0.0851  -0.0269  0.0876
Si  -0.0307  -0.1255  -0.009
Si  0.0418  0.0464  0.1218
Si  0.0478  0.0435  0.0765
Si  -0.0182  -0.02  0.0625
Si  -0.0462  0.0316  -0.0704
Si  0.2662  0.1985  -0.3018
Si  -0.34  0.1035  0.2619
Si  0.1765  0.1469  0.182
Si  0.0935  -0.1155  -0.3693
Si  0.1125  0.2105  0.0682
Si  -0.2913  -0.2036  -0.1221
Si  0.3363  -0.0427  -0.0516
Si  -0.1599  0.0518  -0.1295
Si  0.0208  0.0386  -0.0539
Si  0.0731  0.0444  -0.0067
Si  -0.0346  0.0074  -0.0547
Si  0.0308  -0.0515  0.0239
Si  0.0508  0.0163  -0.0037
Si  0.0458  0.0913  -0.0393
Si  -0.0027  0.0197  0.0183
Si  -0.0324  -0.058  -0.0447
Si  0.0428  0.0379  -0.0103
Si  -0.0223  0.0275  -0.0119
Si  -0.0825  -0.071  -0.0113
Si  0.008  -0.0181  -0.0285
Si  -0.0332  0.0159  -0.0263
Si  0.0123  -0.0087  0.0139
Si  -0.0115  -0.0011  -0.0317
Si  0.0037  -0.0031  -0.0124
Si  -0.0167  -0.0389  0.0252
Si  -0.0136  0.0488  0.022
Si  -0.0224  -0.0238  0.0047
Si  0.1007  -0.0181  0.0095
Si  -0.0434  0.0915  0.0204
Si  0.0554  -0.0246  0.0389
Si  0.0774  -0.0312  0.0064
Si  -0.0481  0.033  0.0082
Si  -0.1292  0.0842  0.0923
Si  0.1117  0.0709  0.0087
Si  0.0543  -0.1129  0.0288
Si  -0.1698  -0.1333  0.0213
Si  -0.002  -0.0376  -0.0084
Si  -0.0015  0.0638  0.043
Si  -0.0801  0.0167  0.0516
Si  0.0294  -0.0502  -0.0306
Si  -0.1608  -0.2146  0.057
Si  0.2198  -0.4756  0.4631
Si  -0.0865  0.1215  0.0704
Si  -0.0474  -0.2081  -0.2073
Si  -0.0248  0.1415  0.4452
Si  -0.2156  0.0299  -0.2177
Si  0.1035  -0.0303  0.168
Si  -0.0248  0.2707  0.1951
Si  0.1485  0.1286  -0.2659
Si  0.1902  -0.0955  0.0712
Si  0.0895  0.0028  -0.2224
Si  0.0692  -0.1237  0.0157
Si  -0.0474  0.121  0.0091
Si  -0.0724  0.0116  -0.0901
Si  -0.1346  0.0304  0.0181
Si  0.0115  -0.0083  -0.063
Si  -0.0896  0.0023  0.2158
Si  0.0882  0.0016  0.1882
Si  -0.0176  -0.0614  0.1364
Si  -0.3631  0.2915  0.2931
Si  -0.1543  -0.3973  0.3916
Si  -0.0396  0.1615  0.386
Si  0.0565  0.1559  0.2141
Si  0.1963  -0.0607  0.3748
Si  -0.0678  -0.2064  -0.4226
Si  0.3669  -0.5074  0.0942
Si  -0.1672  0.1829  0.0244
Si  1.7969  -0.8352  -1.2492
Si  -1.2413  2.2044  -0.7818
Si  0.4381  0.225  1.0169
Si  -0.5706  -0.4668  1.219
Si  0.1044  -0.2312  0.5337
O  -0.0152  0.0376  0.5738
O  -0.0026  -0.1228  0.5139
O  0.0829  -0.0524  0.1575
O  -0.5696  -0.0224  -0.9025
O  -0.0805  -0.2535  1.1792
O  -0.1341  0.4664  -0.7861
O  0.0936  0.0119  0.1694
O  -0.1427  0.1331  0.4235
O  0.7518  0.0322  -0.5071
O  0.1504  -0.0117  -0.4817
O  -0.2258  0.1882  -0.1086
O  0.1404  -0.0254  -0.521
O  0.1822  0.814  -0.015
O  0.892  -1.1763  -0.7439
O  -1.0343  0.5067  -0.3381
O  -0.2464  -0.233  -0.8034
O  -0.0721  0.0999  0.3102
O  -0.0405  0.0316  0.0849
O  0.0081  -0.0499  0.4217
O  -0.0616  -0.0003  0.1419
O  -0.1872  0.0096  0.2886
O  0.0749  -0.0202  0.244
O  0.0198  0.103  0.48
O  0.0028  -0.0394  0.1625
Si  -1.7418  0.4174  0.9543
Si  0.0926  -0.1435  -0.244
Si  -0.0778  0.0445  -0.2945
Si  -0.0141  0.0138  -0.1648
Si  0.1706  -0.0147  0.1481
Si  0.677  -0.0737  -1.1286
Si  -0.1392  0.0651  -0.0626
Si  0.069  0.1378  0.0459
Si  -0.0319  -0.1619  0.2524
Si  0.0917  -0.0245  0.0838
Si  -0.9256  0.1936  0.3553
Si  -0.1715  -0.0681  -0.0177
Si  -0.2659  -0.0671  -0.2005
Si  -1.298  2.0832  -3.558
Si  -0.8021  -1.8077  1.574
Si  0.1314  -0.0602  -0.084
Si  -0.1187  0.0899  -0.0509
Si  -0.0864  -0.0403  0.0823
Si  -0.2155  -0.0316  -0.0183
Si  -0.1429  -0.2487  -0.2314
Si  0.0291  0.0034  -0.0308
Si  0.6055  -0.1076  0.5022
Si  0.0231  0.0374  -0.2526
Si  0.1262  0.0555  -0.3794
Si  0.2206  0.2702  -0.1829
Si  -0.0108  0.0936  -0.3094
Si  -0.034  0.0963  -0.1225
Si  0.0292  -0.0462  -0.0146
Si  0.0298  0.124  -0.049
Si  0.0822  0.0215  -0.3817
Si  -0.0146  -0.0303  -0.1299
Si  -0.0928  1.5673  0.6542
Si  0.4894  0.1431  -0.0169
Si  -0.073  0.0213  0.2134
Si  -0.0537  -0.057  -0.0236
Si  0.3512  -0.5291  0.3027
O  -0.0206  -0.0066  0.0035
O  0.0333  0.0057  -0.0541
O  1.255  0.0559  -0.6736
O  -0.3305  0.7524  -0.7288
O  0.1018  0.0537  0.0373
O  0.0657  0.061  0.0689
O  0.0589  0.0153  -0.0788
O  0.1647  -0.3986  -0.1409
O  -0.0638  -0.0319  0.2285
O  0.5203  -0.4827  -0.1758
O  -0.1996  -0.3311  0.2603
O  0.0445  0.0127  0.0103
O  0.11  -0.0214  0.076
O  -0.026  0.0698  0.1432
O  0.0345  -0.0822  0.0997
O  -0.0177  -0.0416  0.0273
O  -0.0675  0.018  -0.0196
O  0.0281  0.0382  0.1745
O  0.1178  0.0323  0.2048
O  2.2461  -0.6025  0.2113
O  0.1081  0.001  0.1982
O  -0.0822  -0.0802  0.2679
O  -0.0015  -0.0598  0.0622
O  -0.407  -0.0798  0.1489
O  -0.0377  0.0181  0.0776
O  -0.1303  0.0756  -0.1427
O  0.3192  0.0632  -0.1339
O  0.0651  -0.0481  0.0439
O  0.0241  0.0356  -0.0939
O  -0.1491  0.0311  0.0373
O  -0.1437  0.0425  0.0869
O  -0.0515  0.2434  -0.0224
O  0.0317  -0.0165  0.0099
O  -0.4667  -1.9441  0.4524
O  0.0953  -0.0016  -0.0129
O  0.1634  0.0242  -0.2375
O  -0.1003  -0.0818  0.0337
O  0.0083  -0.065  0.0887
O  -0.0377  0.0454  0.0642
O  -0.0873  0.0024  0.1173
O  0.0394  0.005  -0.0268
O  -0.0105  0.0488  -0.0092
O  -0.167  0.0166  0.2595
O  0.0702  0.0536  0.0745
O  0.0668  0.0015  0.1601
O  0.0419  -0.0128  -0.0421
O  0.013  0.0005  0.0228
O  -0.0363  0.0318  0.0043
O  0.0394  0.0791  0.071
O  -0.2317  0.212  1.8386
O  -0.0712  0.0196  -0.3049
O  -0.0259  0.0428  0.059
O  -0.0248  0.0152  -0.0313
O  -0.0011  -0.008  0.0426
O  -0.02  0.0396  -0.0461
O  0.0641  -0.0052  0.0219
O  -0.0827  -0.036  -0.0552
O  0.0752  -0.105  0.0993
O  -0.0083  0.0191  0.0405
O  0.0378  -0.0701  -0.034
O  -0.329  -0.5367  -0.1785
O  -0.0378  0.2047  -0.2289
O  0.0833  0.1484  0.3277
O  -0.0458  -0.0968  0.0664

The program warned: the cutoff lies below the one the program advises for these potential files; the exchange-correlation potential is rough where the density is thin.
